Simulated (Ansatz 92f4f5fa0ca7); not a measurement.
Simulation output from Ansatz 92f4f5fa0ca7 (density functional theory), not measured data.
Periodic cell of 276 atoms, Si168O108, from a study of silicon, its oxide and their interface. The atomic structure is a simulated model.
Doubt: the cutoff is far below the 930 eV that the study's wrapper takes by default for these files, so forces and energies are approximate.

Settings
functional: PBE
potential files: Ansatz PAW
basis: plane waves
wave-function cutoff: 580 eV
density cutoff ratio: 5
exchange-correlation grid ratio: 1
k mesh: 1 x 1 x 1, Gamma-centred
self-consistency stop: 5e-08 eV per atom in the density residual
occupations: fixed
spin: none
net charge: 0

Cell vectors (angstrom)
a	11.6015	0	0
b	0	13.3963	0
c	0	0	30.878

Atoms: element, x, y, z (angstrom)
Si	0.0309	-0.0684	24.0998
Si	3.8734	0.0103	24.2141
Si	7.719	0.0688	24.0551
Si	1.9215	3.4218	24.144
Si	5.9805	3.394	24.2188
Si	9.6182	3.3494	24.2908
Si	-0.0808	6.6944	24.1771
Si	3.7792	6.6837	24.2244
Si	7.7055	6.7615	24.1797
Si	1.9658	10.041	24.1611
Si	5.766	10.0709	24.1811
Si	9.6227	10.0705	23.9831
Si	0.0233	2.2039	24.8113
Si	3.9184	2.2982	24.7546
Si	7.7541	2.1795	25.1047
Si	1.8578	5.6017	25.0056
Si	5.7694	5.6192	24.9053
Si	9.6135	5.6035	24.9798
Si	-0.0413	8.9659	24.8086
Si	3.8578	8.9167	24.9434
Si	7.735	8.9894	24.8933
Si	1.9484	12.2707	24.9523
Si	5.8316	12.3136	24.9133
Si	9.6376	12.2899	24.7902
Si	0.0024	2.214	27.237
Si	3.8771	2.2666	27.2056
Si	7.743	2.1963	27.4299
Si	1.8933	5.5943	27.359
Si	5.7875	5.5951	27.3002
Si	9.6411	5.5884	27.3419
Si	-0.0198	8.9499	27.2355
Si	3.8663	8.9255	27.3172
Si	7.7377	8.9542	27.287
Si	1.9373	12.2771	27.3229
Si	5.8161	12.2936	27.3002
Si	9.6572	12.2802	27.2259
Si	1.952	1.1344	28.0869
Si	5.7655	1.1213	28.1243
Si	9.703	1.0906	28.1204
Si	-0.03	4.4385	28.1127
Si	3.8522	4.4741	28.109
Si	7.7139	4.4646	28.1268
Si	1.9068	7.8391	28.1145
Si	5.8106	7.8247	28.1158
Si	9.6651	7.8328	28.1099
Si	-0.0167	11.1685	28.0946
Si	3.8797	11.1636	28.1109
Si	7.7425	11.1777	28.113
Si	1.9336	1.1164	30.4831
Si	5.8008	1.1164	30.4831
Si	9.6679	1.1164	30.4831
Si	0	4.4654	30.4831
Si	3.8672	4.4654	30.4831
Si	7.7343	4.4654	30.4831
Si	1.9336	7.8145	30.4831
Si	5.8008	7.8145	30.4831
Si	9.6679	7.8145	30.4831
Si	0	11.1635	30.4831
Si	3.8672	11.1635	30.4831
Si	7.7343	11.1635	30.4831
Si	0	0	0.3944
Si	3.8672	0	0.3944
Si	7.7343	0	0.3944
Si	1.9336	3.3491	0.3944
Si	5.8008	3.3491	0.3944
Si	9.6679	3.3491	0.3944
Si	0	6.6981	0.3944
Si	3.8672	6.6981	0.3944
Si	7.7343	6.6981	0.3944
Si	1.9336	10.0472	0.3944
Si	5.8008	10.0472	0.3944
Si	9.6679	10.0472	0.3944
Si	0.0108	-0.019	2.7657
Si	3.898	-0.0185	2.7594
Si	7.7547	-0.0015	2.7803
Si	1.9366	3.3441	2.7599
Si	5.8062	3.3569	2.7461
Si	9.6878	3.3523	2.7782
Si	-0.0048	6.6931	2.7871
Si	3.8668	6.6939	2.7489
Si	7.7513	6.7007	2.7769
Si	1.9268	10.0567	2.7678
Si	5.7931	10.0186	2.7638
Si	9.6415	10.0553	2.7837
Si	0.0199	2.2029	3.5865
Si	3.8816	2.2242	3.5277
Si	7.7362	2.2521	3.5503
Si	1.9495	5.5796	3.5785
Si	5.8076	5.5883	3.5454
Si	9.6638	5.576	3.6567
Si	-0.0175	8.9461	3.5631
Si	3.8453	8.9136	3.5761
Si	7.7135	8.9231	3.6363
Si	1.9567	12.2927	3.583
Si	5.8295	12.2415	3.5749
Si	9.6876	12.2803	3.6494
Si	0.045	2.1937	5.9869
Si	3.9037	2.2037	5.887
Si	7.7196	2.2649	5.9216
Si	1.9712	5.5646	5.9788
Si	5.7945	5.5854	5.9152
Si	9.6474	5.5559	6.1136
Si	-0.0353	8.9636	5.9392
Si	3.8139	8.8796	5.9687
Si	7.6968	8.9159	6.0605
Si	1.9975	12.3108	5.9714
Si	5.8637	12.1798	5.9641
Si	9.7178	12.2895	6.0943
Si	2.025	1.1313	6.7811
Si	5.834	1.0413	6.5929
Si	9.6369	1.1746	6.7134
Si	0.048	4.4307	6.6631
Si	3.9242	4.418	6.6816
Si	7.638	4.4527	6.8028
Si	1.831	7.8008	6.7179
Si	5.7271	7.7727	6.7678
Si	9.6646	7.8365	6.7622
Si	0.1242	11.173	6.7739
Si	3.8857	11.1142	6.686
Si	7.8032	11.1397	6.8457
O	4.1834	4.2274	8.3413
O	5.5439	7.5496	8.4391
O	9.3201	1.5227	8.3508
O	9.7415	8.0657	8.4348
O	2.3186	1.2079	8.4506
O	5.8893	0.8597	8.2527
O	1.4556	7.9071	8.3691
O	0.552	11.1462	8.4251
O	3.7636	10.9839	8.361
O	0.396	4.2608	8.3084
O	7.2449	4.4388	8.47
O	7.8524	11.2036	8.5513
O	6.6437	3.4359	22.6543
O	2.2328	9.9615	22.4996
O	7.6632	0.1667	22.3452
O	11.2609	6.5476	22.5176
O	7.7612	6.9745	22.4982
O	0.2587	13.0253	22.4569
O	9.5827	10	22.2762
O	3.4371	6.6021	22.5701
O	5.6834	10.0782	22.5076
O	9.3603	3.4011	22.6225
O	1.7061	3.6374	22.4963
O	3.8069	-0.1595	22.5518
Si	8.9249	10.0706	18.0488
Si	4.4607	10.9463	9.8262
Si	9.1689	10.7149	20.8633
Si	5.0935	8.1455	9.8893
Si	2.7328	1.6875	9.9526
Si	7.1929	6.2487	21.1548
Si	10.3893	6.6364	18.3147
Si	3.1004	10.8113	12.5711
Si	10.0808	6.1178	14.227
Si	9.7213	1.5076	16.284
Si	5.5516	0.5114	9.7915
Si	1.637	9.6972	21.0054
Si	11.0991	4.1463	9.6566
Si	7.2275	0.8471	20.909
Si	3.2319	6.4187	14.5144
Si	7.9978	3.5148	21.724
Si	10.2307	1.2424	9.6746
Si	13.5771	3.6392	15.374
Si	8.1436	5.0269	9.6977
Si	-0.5441	4.3049	16.701
Si	1.4208	13.0973	12.0314
Si	7.384	1.5362	14.1237
Si	8.5055	10.8451	10.0104
Si	5.0742	6.019	12.0112
Si	7.9994	0.0647	11.4916
Si	11.594	12.4464	20.9577
Si	9.048	7.8646	9.8949
Si	4.0308	8.7037	19.4173
Si	7.6177	4.4961	12.7589
Si	0.6707	1.0626	14.6117
Si	4.5221	10.3746	15.0591
Si	1.8217	9.2019	14.644
Si	4.0862	6.0715	21.1666
Si	4.4096	13.349	21.0515
Si	1.8384	1.1728	19.5472
Si	4.995	7.8564	16.6152
Si	2.8364	1.1923	16.5554
Si	8.0241	13.1203	18.0538
Si	7.4569	7.5758	18.3101
Si	11.4709	11.9026	9.6951
Si	5.9324	10.5747	20.9813
Si	10.7327	8.4977	16.0464
Si	5.5587	13.3045	15.9955
Si	2.1081	7.3481	9.7508
Si	1.9155	4.0874	20.9516
Si	3.4492	4.5476	9.7602
Si	0.1889	6.7718	21.0002
Si	11.4339	6.5747	11.5163
O	9.2621	0.6694	17.5919
O	9.3982	0.6772	10.9487
O	1.0678	4.1437	16.6284
O	2.663	12.3771	12.8187
O	6.2489	5.3631	12.9193
O	0.9936	5.398	20.572
O	10.5778	5.0766	15.3576
O	5.2042	11.7686	15.5505
O	2.5263	3.2809	10.2043
O	1.0127	2.6767	14.4229
O	7.9072	0.385	13.0802
O	5.6587	7.2865	11.1581
O	3.1892	0.4556	20.1053
O	3.4411	4.6378	20.699
O	1.8969	9.8279	13.1223
O	4.2967	1.3989	10.279
O	4.0698	8.5211	17.7978
O	5.0582	11.9103	20.6186
O	0.0034	5.078	10.8896
O	4.2612	6.6738	15.7597
O	9.6411	9.8679	19.5217
O	7.3172	3.0151	13.4043
O	5.6547	5.8292	21.414
O	7.9601	6.6473	9.8224
O	7.9254	4.3112	11.1594
O	10.2629	2.9174	16.832
O	9.8195	9.6398	16.7634
O	7.2344	7.2458	19.8793
O	11.0001	2.5955	10.1527
O	5.9859	0.9238	14.7585
O	3.945	6.5406	13.0559
O	8.838	6.8558	17.8596
O	11.2655	6.3808	13.1233
O	1.1302	7.4551	11.0608
O	8.3288	9.2556	10.3803
O	11.2966	7.5421	17.2735
O	0.6947	10.9906	20.6585
O	6.7525	-0.0705	17.0793
O	4.2458	0.453	16.7778
O	0.3371	9.3114	15.3025
O	2.7877	9.6662	19.8433
O	6.8089	0.8823	10.7446
O	5.3962	9.4125	19.9631
O	7.9052	11.8532	11.1742
O	0.4473	0.3307	13.1761
O	8.0333	4.8909	20.8493
O	10.1352	7.403	11.0106
O	2.1156	7.5959	14.6079
O	10.1044	11.1038	10.0138
O	11.2477	13.451	9.2201
O	4.5038	4.9023	10.9624
O	0.9629	8.212	20.968
O	2.5813	4.9265	14.5975
O	10.9038	0.7824	15.4427
O	9.9811	12.1577	20.7661
O	7.5604	9.1805	18.0595
O	2.4715	5.7971	9.5016
O	3.1595	2.7062	16.0016
O	10.6011	6.9519	19.8908
O	8.5249	11.6049	17.8607
O	1.9286	0.411	15.4355
O	5.2388	12.3395	10.0528
O	6.2524	7.0879	17.3291
O	8.7882	5.3914	13.5044
O	7.6235	13.3717	19.5979
O	4.4738	10.4614	13.4091
O	8.4427	1.7212	15.3243
O	1.9658	1.2319	17.93
O	3.3363	10.6999	10.9736
O	5.602	1.0558	20.9324
O	10.7397	5.0792	18.0831
O	3.8464	7.2103	20.0318
O	9.8592	7.5755	14.9776
O	5.4046	9.0973	15.6049
O	0.7033	11.9587	11.1041
O	3.4757	8.1456	10.0529
O	7.9595	2.2743	20.6788
O	9.659	4.7298	9.2058
O	0.5583	0.216	19.9398
O	1.6501	2.7242	20.0671
O	5.5378	9.7176	9.9617
O	7.5354	10.8417	20.7864
O	1.8728	0.9246	11.0858
O	2.9516	10.0603	15.5021

Results
free energy: -168222.524 eV
free energy less fixed offsets of O -568.88, Si -635.61 eV per atom: -1.004 eV

Forces (eV/angstrom), in the order of the atoms: element, x, y, z
Si	0.2158	-0.2409	-0.6206
Si	-0.0099	-0.1617	-0.636
Si	-0.0872	-0.0285	-0.8449
Si	-0.1661	0.1744	-0.6524
Si	0.3542	-0.0401	-0.5869
Si	0.0384	0.0905	-0.5904
Si	-0.1828	-0.075	-0.6564
Si	-0.3064	-0.1134	-0.5402
Si	0.0436	0.1987	-0.5601
Si	0.1213	-0.0763	-0.6365
Si	-0.0304	0.1006	-0.5826
Si	0.0526	-0.0698	-0.7102
Si	-0.1249	-0.0225	0.3702
Si	0.0429	0.0273	0.3078
Si	0.0308	0.0628	0.3815
Si	0.0766	0.065	0.359
Si	0.0699	0.0517	0.2696
Si	-0.0013	-0.0401	0.3704
Si	0.0305	0.0148	0.2864
Si	0.0826	0.0484	0.4536
Si	-0.0706	-0.0558	0.383
Si	-0.0684	0.038	0.4408
Si	-0.0563	-0.0187	0.3505
Si	-0.0027	0.0472	0.2747
Si	0.0537	-0.032	0.0678
Si	0.0058	0.0216	0.1063
Si	0.0148	-0.0296	0.0661
Si	-0.0355	-0.03	0.068
Si	-0.0361	0.0162	0.0516
Si	-0.0103	0.0359	0.0636
Si	0.0058	-0.0041	0.0792
Si	0.0125	-0.0319	0.0886
Si	0.0027	0.0414	0.0803
Si	0.0026	-0.0256	0.0501
Si	-0.0066	-0.0109	0.071
Si	-0.0081	-0.0396	0.0982
Si	-0.032	-0.0115	-0.19
Si	0.069	-0.023	-0.1609
Si	-0.0523	-0.0052	-0.1568
Si	0.0403	0.0501	-0.1096
Si	-0.0018	-0.006	-0.1787
Si	0.0028	0.0202	-0.146
Si	0.0146	-0.0138	-0.1806
Si	-0.0124	-0.0274	-0.1575
Si	0.0123	0.0061	-0.1351
Si	0.008	-0.01	-0.1544
Si	-0.0089	-0.0105	-0.1158
Si	-0.0064	0.0014	-0.1639
Si	0.0587	0.0777	-0.1343
Si	-0.1817	-0.0004	0.0811
Si	0.1402	-0.1274	0.0577
Si	-0.0653	-0.1368	-0.049
Si	0.0143	-0.0664	-0.0603
Si	-0.0748	0.0106	0.1119
Si	-0.0772	0.0742	0.0233
Si	0.0405	0.0265	-0.0098
Si	0.0099	0.0595	-0.0221
Si	-0.0791	-0.0103	-0.1252
Si	0.0478	0.0088	-0.0517
Si	0.0724	0.016	-0.0235
Si	-0.0541	-0.0326	0.0313
Si	0.0835	-0.0471	0.0261
Si	0.0708	-0.0502	0.0625
Si	-0.0287	0.0232	-0.0104
Si	0.0109	0.0396	-0.0822
Si	0.0871	0.0905	0.099
Si	-0.0438	-0.0121	0.1301
Si	0.0018	0.0006	-0.1529
Si	0.0662	0.0423	0.107
Si	0.0112	0.0177	0.024
Si	-0.0146	-0.0724	0.0123
Si	-0.0873	0.0598	0.1877
Si	0.0245	0.0155	0.1889
Si	-0.0653	0.0186	0.1243
Si	0.0043	-0.0093	0.193
Si	0.0079	-0.007	0.1671
Si	-0.0021	0.0011	0.0999
Si	-0.0187	0.0027	0.1727
Si	-0.014	-0.0081	0.1732
Si	0.0075	0.0119	0.1582
Si	0.0104	-0.0018	0.1768
Si	-0.0092	0.0059	0.1556
Si	0.0142	0.0272	0.163
Si	-0.0087	0.008	0.152
Si	-0.0175	-0.0034	-0.0347
Si	-0.0137	-0.0246	-0.0705
Si	-0.0254	0.0077	-0.0241
Si	0.013	0.0055	0.0164
Si	-0.0047	0.0132	-0.0618
Si	0.0132	-0.0038	0.0184
Si	-0.0286	0.0172	-0.0454
Si	-0.004	-0.0197	-0.0577
Si	0.0162	0.0331	-0.0653
Si	0.0561	0.0488	-0.0388
Si	0.028	-0.0683	-0.0628
Si	0.0225	-0.0008	-0.0413
Si	-0.0672	-0.1041	-0.3476
Si	-0.0084	0.0613	-0.3261
Si	0.0806	-0.1118	-0.423
Si	-0.0543	0.0701	-0.413
Si	0.0545	0.0799	-0.4457
Si	-0.0728	0.0193	-0.2834
Si	-0.0094	-0.0459	-0.4474
Si	0.0114	0.1053	-0.2914
Si	-0.0313	-0.0637	-0.3043
Si	-0.0434	0.0018	-0.4779
Si	-0.0392	0.1667	-0.382
Si	0.1014	-0.0778	-0.2732
Si	0.1882	0.1367	0.6752
Si	-0.0331	-0.183	0.6771
Si	-0.2415	0.298	0.3827
Si	0.2575	-0.1793	0.5405
Si	0.1494	-0.2264	0.582
Si	-0.1787	-0.0037	0.4848
Si	-0.2017	0.1271	0.4737
Si	-0.0869	-0.1541	0.6058
Si	-0.0147	0.1345	0.6172
Si	0.2388	-0.0146	0.4844
Si	-0.0627	-0.1961	0.6632
Si	0.0867	0.0196	0.8249
O	-0.0617	0.0538	-0.3286
O	0.1271	0.0486	-0.436
O	0.0751	-0.0763	-0.3478
O	0.0622	-0.0687	-0.4361
O	-0.225	-0.0493	-0.5002
O	0.0468	0.1331	-0.2497
O	0.0943	-0.0007	-0.3723
O	-0.1391	-0.033	-0.3857
O	-0.0298	0.0552	-0.4094
O	-0.1019	0.0918	-0.1926
O	0.1389	0.0243	-0.4153
O	-0.0902	-0.0097	-0.6584
O	-0.34	0.0206	0.2644
O	-0.0156	0.0373	0.4157
O	0.1053	-0.0777	0.7294
O	-0.0036	0.0317	0.4685
O	0.0241	-0.1112	0.4082
O	-0.0831	0.157	0.5242
O	0.1006	-0.094	0.7317
O	0.1091	0.0202	0.3599
O	-0.0314	-0.0569	0.3906
O	0.0854	-0.0155	0.2265
O	0.0862	-0.1284	0.4813
O	-0.0216	0.0759	0.3595
Si	-0.1273	-0.0092	-0.1239
Si	0.0508	-0.044	0.1585
Si	0.062	0.0836	-0.2909
Si	0.0987	0.0648	0.2174
Si	0.0353	-0.0929	0.2645
Si	-0.0304	0.27	-0.3253
Si	-0.0485	-0.0534	-0.2677
Si	-0.0395	0.1563	0.1718
Si	-0.032	-0.0272	0.02
Si	-0.0247	-0.0089	0.0391
Si	0.1275	0.0584	0.1766
Si	0.0171	0.0378	-0.352
Si	0.1895	0.1082	0.318
Si	-0.1191	-0.2229	-0.2655
Si	0.1095	0.0891	0.0609
Si	0.0209	-0.0858	0.0021
Si	-0.1824	-0.1719	0.3842
Si	-0.1051	0.054	-0.0136
Si	-0.0105	-0.0228	0.3795
Si	-0.1002	0.0661	-0.0005
Si	0.1519	0.0037	0.2941
Si	0.0837	-0.0742	-0.0746
Si	-0.0583	0.1097	0.3725
Si	0.1	-0.0023	0.2757
Si	-0.2091	-0.035	0.111
Si	-0.0265	0.1451	-0.404
Si	0.0411	0.031	0.3087
Si	-0.0743	0.0968	-0.1299
Si	-0.1831	0.1124	0.4751
Si	-0.0526	-0.0455	-0.0539
Si	0.117	-0.0493	-0.1403
Si	-0.0139	-0.0396	-0.0497
Si	-0.1317	0.1128	-0.3541
Si	-0.1399	0.0749	-0.2591
Si	-0.0682	0.0106	-0.0073
Si	-0.0243	0.0312	0.0272
Si	-0.0905	-0.0574	0.1684
Si	0.1244	-0.0526	-0.2019
Si	0.062	0.1008	-0.3128
Si	-0.0558	-0.0621	0.4795
Si	-0.0225	-0.0649	-0.2932
Si	-0.0964	-0.1167	0.1219
Si	0.089	0.0476	-0.073
Si	0.0291	-0.0026	0.3566
Si	0.0057	-0.2087	-0.412
Si	0.1106	-0.0066	0.2598
Si	0.0407	0.0083	-0.2608
Si	-0.0664	0.0695	0.1844
O	-0.0174	-0.0112	0.0733
O	0.3094	0.216	-0.2365
O	0.0799	-0.0127	0.0221
O	-0.004	-0.0419	-0.129
O	-0.0031	0.0122	-0.1072
O	-0.0328	0.0364	0.1451
O	-0.0036	0.0176	-0.039
O	-0.0313	-0.0153	0.0374
O	-0.0701	0.0746	-0.1383
O	0.0572	-0.0124	-0.0214
O	0.0003	0.0037	-0.0208
O	-0.0459	0.1138	-0.1876
O	0.2316	-0.1487	0.1542
O	0.1402	0.0946	0.198
O	0.0201	-0.0489	-0.0224
O	-0.0399	0.1028	-0.1359
O	0.0111	-0.0363	0.0583
O	-0.0426	0.0036	0.1347
O	-0.0537	-0.273	-0.1891
O	-0.02	-0.0307	0.0177
O	-0.0067	0.0164	0.1973
O	0.0066	0.0174	-0.0639
O	0.0142	-0.1007	0.1399
O	-0.0933	-0.0863	-0.1808
O	0.0365	0.0484	-0.4268
O	0.0144	-0.0115	0.0393
O	0.0611	0.0159	-0.0298
O	0.0139	-0.1331	0.3163
O	0.035	0.0021	-0.1062
O	-0.0425	-0.0141	0.0226
O	-0.0525	0.0018	-0.0891
O	0.0434	-0.0472	0.0925
O	0.0363	-0.0286	-0.1234
O	0.1847	0.0497	-0.2519
O	-0.0064	-0.0813	-0.1789
O	0.0369	0.0438	0.0683
O	0.0582	-0.0269	0.1603
O	-0.0627	-0.0185	0.0659
O	0.0168	-0.0129	0.0029
O	0.0479	0.0308	-0.0306
O	-0.1032	0.044	0.2133
O	-0.0923	0.044	-0.1594
O	0.1281	0.0835	0.1577
O	0.0454	-0.2569	-0.2157
O	0.0198	0.0142	-0.0585
O	0.0934	-0.1561	0.0996
O	-0.1428	0.1073	-0.1701
O	0.0057	-0.0069	-0.0407
O	0.1143	0.047	-0.1957
O	0.1216	0.1219	-0.1827
O	-0.1152	-0.1239	-0.2627
O	-0.0202	-0.0266	0.0683
O	0.001	-0.0371	-0.0596
O	0.0709	-0.0185	-0.0231
O	-0.0504	-0.0094	0.1499
O	0.0405	-0.0609	0.0688
O	-0.1253	-0.0497	-0.1228
O	-0.0091	0.022	-0.028
O	0.0082	0.0017	0.208
O	0.0145	0.0306	-0.0288
O	0.0083	0.0247	-0.0108
O	-0.0416	-0.0946	-0.0954
O	-0.0058	0.004	0.0183
O	-0.0136	-0.0177	-0.0877
O	-0.066	0.0949	0.2093
O	-0.0645	-0.0103	-0.0101
O	-0.0193	0.0495	-0.024
O	0.035	0.0176	-0.0512
O	-0.0185	0.01	-0.1004
O	0.1184	0.0873	0.118
O	0.0321	0.0172	0.0323
O	-0.0046	-0.2708	0.1816
O	0.0248	0.0418	-0.0259
O	-0.024	0.0329	-0.0347
O	-0.1926	-0.1349	-0.3475
O	-0.1019	0.0405	-0.1017
O	0.0727	0.2012	0.1114
O	-0.028	0.0012	-0.179
O	-0.1333	-0.1461	0.1591
O	0.0098	0.2317	0.1524
O	0.0285	0.0023	-0.119
O	-0.0039	0.0171	0.11
O	0.0226	0.082	-0.1992
O	-0.0317	0.0348	0.0996

The program warned: the cutoff lies below the one the program advises for these potential files; the exchange-correlation potential is rough where the density is thin.
